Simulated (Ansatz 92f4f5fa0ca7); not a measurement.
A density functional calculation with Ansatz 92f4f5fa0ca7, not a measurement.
Periodic cell of 276 atoms, Si168O108, from a study of silicon, its oxide and their interface. The atomic structure is a simulated model.
Doubt: the cutoff is low for norm-conserving oxygen, so forces and energies are approximate.
Doubt: the program's own warning below bears on the result.
This geometry differs little from another in the collection (a relaxation step or a small displacement).

Settings: functional HSE06; potential files SPMS norm-conserving; basis plane waves; wave-function cutoff 800 eV; density cutoff ratio 4; exchange-correlation grid ratio 1; k mesh 1 x 1 x 1, Gamma-centred; occupations fixed; spin none; net charge 0.

Cell vectors (angstrom)
a 11.6015 0 0
b 0 13.3963 0
c 0 0 30.7179

Atoms: element, x, y, z (angstrom)
Si -0.0886 0.0403 23.9323
Si 3.9056 -0.0609 24.2224
Si 7.5504 -0.0799 24.1955
Si 1.8843 3.4167 23.6176
Si 5.6726 3.2391 24.037
Si 9.5048 3.3636 23.9421
Si 0.073 6.7493 23.8656
Si 4.0407 6.608 23.7401
Si 7.8862 6.7102 24.2953
Si 1.8517 10.1267 23.9901
Si 5.747 10.2033 24.1289
Si 9.5914 10.0902 23.9135
Si -0.0502 2.3089 24.5798
Si 3.7043 2.2373 24.7545
Si 7.647 2.1951 24.8169
Si 2.0218 5.5975 24.5705
Si 5.8724 5.5261 24.7459
Si 9.8051 5.5454 24.8825
Si -0.0616 8.9546 24.7207
Si 3.8362 8.8963 24.5779
Si 7.686 9.0022 24.8168
Si 1.8619 12.3239 24.8065
Si 5.7358 12.2755 25.2482
Si 9.6086 12.2923 24.7739
Si -0.0163 2.259 27.0414
Si 3.7767 2.2436 27.144
Si 7.6937 2.2206 27.1795
Si 1.9742 5.5773 27.0261
Si 5.8243 5.5624 27.134
Si 9.7545 5.5455 27.2252
Si -0.0205 8.9265 27.114
Si 3.8562 8.8936 27.0382
Si 7.7303 8.9483 27.1764
Si 1.9013 12.2928 27.171
Si 5.776 12.268 27.4916
Si 9.6565 12.285 27.1546
Si 1.8753 1.1221 27.9496
Si 5.7379 1.1598 27.9859
Si 9.6613 1.133 27.9232
Si 0.0807 4.4483 27.9469
Si 3.8696 4.4782 27.9319
Si 7.761 4.4582 27.9481
Si 1.9284 7.7991 27.895
Si 5.7926 7.8106 27.9233
Si 9.6693 7.808 27.9496
Si -0.0173 11.1536 27.9445
Si 3.8078 11.108 27.9684
Si 7.7618 11.1517 28.0096
Si 1.9336 1.1164 30.3229
Si 5.8008 1.1164 30.3229
Si 9.6679 1.1164 30.3229
Si 0 4.4654 30.3229
Si 3.8672 4.4654 30.3229
Si 7.7343 4.4654 30.3229
Si 1.9336 7.8145 30.3229
Si 5.8008 7.8145 30.3229
Si 9.6679 7.8145 30.3229
Si 0 11.1635 30.3229
Si 3.8672 11.1635 30.3229
Si 7.7343 11.1635 30.3229
Si 0 0 0.3944
Si 3.8672 0 0.3944
Si 7.7343 0 0.3944
Si 1.9336 3.3491 0.3944
Si 5.8008 3.3491 0.3944
Si 9.6679 3.3491 0.3944
Si 0 6.6981 0.3944
Si 3.8672 6.6981 0.3944
Si 7.7343 6.6981 0.3944
Si 1.9336 10.0472 0.3944
Si 5.8008 10.0472 0.3944
Si 9.6679 10.0472 0.3944
Si -0.0256 -0.0108 2.7693
Si 3.8577 -0.0136 2.7952
Si 7.6882 -0.0127 2.7268
Si 1.951 3.3127 2.7656
Si 5.7443 3.3496 2.7398
Si 9.7016 3.3946 2.7544
Si -0.0058 6.7041 2.7473
Si 3.9111 6.7397 2.7575
Si 7.7911 6.6984 2.7972
Si 1.9514 10.0431 2.7876
Si 5.8237 10.0693 2.8019
Si 9.6807 10.0497 2.7761
Si -0.0059 2.2195 3.5473
Si 3.8501 2.1891 3.6667
Si 7.7264 2.2523 3.311
Si 1.9559 5.5916 3.3875
Si 5.8413 5.5735 3.505
Si 9.7284 5.5906 3.7002
Si 0.0194 8.9222 3.5651
Si 3.9018 8.966 3.6353
Si 7.7587 8.9404 3.6016
Si 1.9154 12.2804 3.5836
Si 5.7912 12.2962 3.6646
Si 9.6049 12.3021 3.5341
Si -0.0469 2.1965 5.9172
Si 3.8048 2.1608 6.1197
Si 7.7001 2.2623 5.5789
Si 2.0326 5.6108 5.6783
Si 5.9186 5.523 5.8436
Si 9.8499 5.5586 6.1885
Si 0.0525 8.8962 5.9356
Si 3.9603 8.9786 6.0572
Si 7.7837 8.9256 5.9942
Si 1.9055 12.2536 5.9697
Si 5.8244 12.3421 6.1132
Si 9.563 12.3325 5.8967
Si 1.735 1.0138 6.9056
Si 5.9272 1.2616 6.7691
Si 9.501 1.2204 6.6242
Si 0.3435 4.3624 6.7326
Si 3.9147 4.4885 6.5121
Si 7.8474 4.3562 6.6239
Si 2.0363 7.7651 6.6599
Si 5.891 7.7008 6.7032
Si 9.7342 7.8646 6.8473
Si -0.1168 11.1732 6.5406
Si 3.8486 11.2574 6.8832
Si 7.7318 11.1405 6.9013
O 3.6816 4.7196 8.1264
O -0.551 11.2855 8.1156
O 7.7673 11.0829 8.5717
O 7.778 3.8993 8.2224
O 1.0656 4.055 8.2229
O 9.0794 1.5282 8.2149
O 9.7062 8.1556 8.4899
O 6.4441 1.6167 8.327
O 2.1602 7.5385 8.2876
O 1.2814 0.8736 8.5142
O 3.6938 11.4577 8.5289
O 6.0377 7.3216 8.3012
O 9.2204 3.4145 22.3035
O 9.2734 5.6566 20.5193
O 9.4629 10.1914 22.2647
O 4.3523 -0.3727 22.6543
O 11.4301 0.0179 22.2776
O 5.355 2.9488 22.4438
O 7.0556 13.097 22.6206
O 1.7045 10.4644 22.3832
O 11.7423 6.8768 22.2032
O 1.9316 3.5231 21.9253
O 8.8542 10.0389 19.629
O 4.3151 6.3271 22.1133
Si 8.1525 2.0465 11.9532
Si 7.8139 2.3816 8.8219
Si 2.455 4.2647 9.0724
Si 6.9292 10.8202 9.9473
Si 0.3681 13.9009 18.2024
Si 7.9523 10.2336 12.8578
Si 6.5091 0.181 16.7321
Si 3.325 1.6017 10.6764
Si 3.6926 7.7896 11.6685
Si 11.321 7.2372 15.3117
Si 0.9442 7.0764 20.7991
Si 5.3769 7.7586 18.2472
Si 15.1304 10.6356 12.5791
Si 5.5728 -2.144 14.7297
Si 2.5524 -1.4844 18.6924
Si -0.4024 11.2184 9.7003
Si 8.7511 2.6285 20.9508
Si 17.4826 5.7371 15.847
Si 12.7253 4.4078 14.9448
Si 2.1885 3.0356 17.5929
Si -1.1348 11.7322 14.0024
Si 10.5668 13.5658 20.9153
Si 8.7087 5.9235 14.3967
Si 5.7181 12.3171 22.0989
Si 12.8777 9.8431 14.5659
Si 15.8028 12.1566 9.9099
Si 4.9927 0.1182 19.4825
Si 16.7743 2.7777 12.9722
Si 4.9971 16.1918 16.0616
Si 12.9808 9.9613 20.891
Si 8.3352 7.4227 11.8427
Si 9.556 0.4736 16.1175
Si 5.1427 5.8485 20.7877
Si 10.6182 7.0203 18.241
Si 6.1042 7.7746 9.8358
Si 8.1528 8.6465 19.2049
Si 1.6965 7.0235 9.7443
Si -1.0199 8.2207 9.8553
Si -1.7019 10.5748 20.751
Si 10.0571 -0.1835 11.4164
Si 9.9967 16.4807 14.2699
Si 1.5629 4.246 20.4909
Si 3.7036 9.8504 16.6789
Si 5.5887 2.9183 20.8488
Si 8.1049 6.4622 21.2445
Si 0.8622 0.3934 10.0186
Si 3.8294 5.35 13.6212
Si 10.1662 4.6475 19.636
O -0.056 0.725 19.7542
O 2.1939 3.6369 19.1167
O 11.6953 7.0688 9.7812
O 6.8654 10.7513 13.9217
O 11.5582 4.2672 20.3452
O 4.2697 1.9357 11.9323
O 4.7702 7.303 10.5873
O 4.8534 4.3716 12.7947
O 7.7925 8.6265 12.7768
O 8.4688 6.7089 22.7633
O 4.2131 9.1816 12.3146
O 3.6844 2.7394 17.0207
O 9.6945 7.9228 11.1509
O 7.1808 2.7503 20.6908
O 9.2535 4.4431 14.7289
O 2.3589 9.6429 15.7748
O 7.3202 7.0867 10.6382
O 8.1168 0.2254 16.8015
O 9.3789 2.7271 12.7951
O 11.3945 7.4988 16.9127
O 13.092 3.9901 16.4744
O 5.7941 11.9558 10.0366
O 4.9774 1.6435 20.0548
O 1.8862 1.011 11.1062
O 6.736 2.3394 12.7314
O 6.0506 1.6768 16.4453
O 2.1628 5.5033 10.0673
O 5.8569 13.231 18.1561
O 4.685 2.4975 14.4934
O 9.2889 1.1286 21.12
O 10.6646 13.8513 17.278
O 3.4617 11.4822 11.1956
O 2.2041 10.8657 19.8615
O 12.0871 5.8794 14.9473
O 4.1188 8.6225 17.6705
O 3.4094 11.1531 17.5686
O 0.879 -1.2426 10.062
O 11.613 16.7783 14.303
O 7.95 2.5449 10.4229
O 9.2069 7.8084 18.3042
O 12.7809 12.5067 18.09
O 4.5979 5.9856 14.8981
O 11.5085 7.2659 19.5692
O 14.1011 4.5155 14.0698
O 10.8174 12.7435 12.7766
O 9.3899 3.2475 19.5907
O 5.7886 4.1854 16.2674
O 7.9236 7.9051 20.6018
O 2.0882 10.2525 13.2187
O 1.8451 8.4119 20.8371
O -1.665 11.9095 10.449
O 8.5478 6.1327 12.7916
O 5.6408 12.4546 20.5133
O 8.6183 0.4803 11.7884
O 10.356 5.4016 18.2104
O 2.9979 2.9434 9.8276
O 9.4171 10.6421 13.4159
O 3.4393 13.1489 19.2248
O 4.9945 -3.2729 15.7412
O 3.9771 13.7694 9.8245
O 6.7016 5.6993 21.1905
O 6.6834 8.7203 18.5098
O 12.0344 8.4526 14.5155
O 9.9319 12.1551 20.5073
O 7.7197 10.8313 11.3619
O 6.2203 9.3798 9.8254
O 4.9576 6.9395 19.5981
O -0.608 0.8435 10.5595
O 7.2761 6.0766 15.1155
O 5.7919 10.7502 22.5512
O 5.9798 -0.8297 15.5775
O 3.4353 6.6378 12.7528
O 4.8794 4.298 20.3035
O 5.7851 6.669 17.1418
O 9.7762 12.6127 15.1449
O -0.1966 10.0204 20.5305
O 2.3034 8.0023 10.8727
O -1.9513 1.871 15.2902
O 4.3998 11.5131 13.6336
O 1.3245 1.6853 17.6857
O 11.3111 9.6554 10.0741
O 1.9495 5.8265 20.5536
O 0.162 11.0258 14.679
O 9.7579 7.0489 14.9188

Results
free energy: -67412.738 eV
free energy less fixed offsets of O -447.96, Si -113.29 eV per atom: -0.338 eV
gap between the highest filled and lowest empty level on this k mesh: 1.422 eV

The program warned: the cutoff lies below the one the program advises for these potential files; the model core charge is not resolved on the grid; the forces do not sum to zero within the program's tolerance; the exchange-correlation potential is rough where the density is thin.
